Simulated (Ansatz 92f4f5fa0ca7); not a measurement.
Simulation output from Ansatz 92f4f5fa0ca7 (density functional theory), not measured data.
Periodic cell of 294 atoms, Si196O98, from a study of silicon, its oxide and their interface. The atomic structure is a simulated model.
Doubt: the cutoff is far below the 930 eV that the study's wrapper takes by default for these files, so forces and energies are approximate.

Settings
functional: PBE
potential files: Ansatz PAW
basis: plane waves
wave-function cutoff: 580 eV
density cutoff ratio: 5
exchange-correlation grid ratio: 1
k mesh: 1 x 1 x 1, Gamma-centred
self-consistency stop: 5e-08 eV per atom in the density residual
occupations: fixed
spin: none
net charge: 0

Cell vectors (angstrom)
a 11.6015 0 0
b 0 10.938 0
c 0 0 40.962

Atoms: element, x, y, z (angstrom)
Si 0 0 0.9665
Si 3.8672 0 0.9665
Si 7.7343 0 0.9665
Si 1.9336 1.3673 0.9665
Si 5.8008 1.3673 0.9665
Si 9.6679 1.3673 0.9665
Si 0 5.469 0.9665
Si 3.8672 5.469 0.9665
Si 7.7343 5.469 0.9665
Si 1.9336 6.8362 0.9665
Si 5.8008 6.8362 0.9665
Si 9.6679 6.8362 0.9665
Si 1.9336 2.7345 39.9949
Si 5.8008 2.7345 39.9949
Si 9.6679 2.7345 39.9949
Si 0 4.1018 39.9949
Si 3.8672 4.1018 39.9949
Si 7.7343 4.1018 39.9949
Si 1.9336 8.2035 39.9949
Si 5.8008 8.2035 39.9949
Si 9.6679 8.2035 39.9949
Si 0 9.5708 39.9949
Si 3.8672 9.5708 39.9949
Si 7.7343 9.5708 39.9949
Si 0 0 4.8337
Si 3.8672 0 4.8337
Si 7.7343 0 4.8337
Si 1.9336 1.3673 4.8337
Si 5.8008 1.3673 4.8337
Si 9.6679 1.3673 4.8337
Si 0 5.469 4.8337
Si 3.8672 5.469 4.8337
Si 7.7343 5.469 4.8337
Si 1.9336 6.8362 4.8337
Si 5.8008 6.8362 4.8337
Si 9.6679 6.8362 4.8337
Si 1.9336 2.7345 2.9001
Si 5.8008 2.7345 2.9001
Si 9.6679 2.7345 2.9001
Si 0 4.1018 2.9001
Si 3.8672 4.1018 2.9001
Si 7.7343 4.1018 2.9001
Si 1.9336 8.2035 2.9001
Si 5.8008 8.2035 2.9001
Si 9.6679 8.2035 2.9001
Si 0 9.5708 2.9001
Si 3.8672 9.5708 2.9001
Si 7.7343 9.5708 2.9001
Si 5.7789 2.8701 32.3377
Si 7.6879 -1.1839 32.2919
Si 4.6125 -4.7587 26.5412
Si -1.1282 5.7991 19
Si 2.2281 4.9687 31.4402
Si 5.7544 -2.5795 32.2003
Si -3.1424 6.1965 31.0286
Si -1.8517 1.3594 20.8342
Si 6.2629 6.927 30.4009
Si -2.4099 10.704 28.689
Si 9.3209 11.258 31.0256
Si 4.1209 4.7865 29.2303
Si 2.2016 7.4259 32.0098
Si 10.9759 3.9375 28.6372
Si 11.4875 4.4589 32.0325
Si 5.6556 2.2576 30.0934
Si 3.6946 9.4191 31.9111
Si 6.0871 2.4247 25.8471
Si -2.3936 8.0145 32.5273
Si 9.6911 13.5146 32.186
Si 10.9061 9.6469 31.9783
Si 2.9007 9.0073 24.425
Si 0.6341 4.8012 25.7861
Si 12.9978 12.377 28.5448
Si 0.1254 0.0403 33.9385
Si 3.8707 -0.0803 33.9847
Si 7.8264 0.0387 34.2583
Si 2.189 1.5901 34.0005
Si 5.8558 1.3081 34.1074
Si 9.7883 1.3966 34.2166
Si -0.1042 5.4778 34.1825
Si 3.7797 5.3983 34.3278
Si 7.6773 5.4351 34.34
Si 1.8614 6.7991 34.2522
Si 5.7423 6.8328 34.1308
Si 9.5635 6.8105 34.4387
Si 1.9432 2.7157 36.1063
Si 5.7617 2.6592 36.0987
Si 9.6899 2.7502 36.154
Si 0.0115 4.0967 36.1118
Si 3.8731 4.0577 36.2248
Si 7.6847 4.0279 36.1842
Si 1.9245 8.2365 36.1233
Si 5.7748 8.1852 36.0935
Si 9.6988 8.2977 36.2076
Si 0.0584 9.6701 36.0259
Si 3.8629 9.5906 36.0473
Si 7.7237 9.5671 36.1492
Si 0 0 38.0614
Si 3.8672 0 38.0614
Si 7.7343 0 38.0614
Si 1.9336 1.3673 38.0614
Si 5.8008 1.3673 38.0614
Si 9.6679 1.3673 38.0614
Si 0 5.469 38.0614
Si 3.8672 5.469 38.0614
Si 7.7343 5.469 38.0614
Si 1.9336 6.8362 38.0614
Si 5.8008 6.8362 38.0614
Si 9.6679 6.8362 38.0614
Si 1.895 2.7054 6.7838
Si 5.8213 2.7278 6.7989
Si 9.7033 2.7067 6.7729
Si 0.0206 4.1082 6.7499
Si 3.8459 4.0392 6.7767
Si 7.7744 4.059 6.7366
Si 1.9127 8.2718 6.729
Si 5.7313 8.2414 6.7208
Si 9.763 8.2122 6.7305
Si 0.0073 9.6753 6.8635
Si 3.8001 9.6583 6.796
Si 7.7483 9.453 6.6871
Si -0.0628 0.0473 8.9587
Si 3.7221 0.1622 8.7315
Si 7.6792 -0.2041 8.6039
Si 1.7263 1.6167 8.9081
Si 5.7759 1.2333 8.6554
Si 9.4999 1.3124 8.6958
Si 0.1996 5.405 8.7294
Si 3.8763 5.4243 8.672
Si 7.8201 5.5886 8.5049
Si 2.0577 6.8999 8.6133
Si 5.7963 6.7081 8.4861
Si 9.799 6.8322 8.6308
Si -1.2017 -2.5923 17.3137
Si 3.284 4.5998 10.8533
Si 8.0349 4.7859 10.6558
Si 1.7436 6.8347 14.1043
Si 4.1228 -1.2697 10.5213
Si 8.4442 2.4222 10.49
Si -1.8153 8.0572 10.6416
Si 9.7481 5.9459 11.7705
Si 5.8295 8.0769 10.2929
Si 5.2791 7.2507 12.4699
Si 7.7258 9.3948 10.5699
Si 10.0288 11.1892 14.3132
Si 1.1447 3.7317 10.298
Si 3.0127 0.8078 23.2338
Si 9.7187 2.4515 12.3666
Si 6.1309 1.4268 23.0484
Si 6.4444 5.1599 12.3815
Si 4.9665 3.4091 12.0044
Si 0.4173 9.4697 13.1918
Si 8.8503 0.0319 23.3291
Si 3.0508 6.582 12.1542
Si 2.3855 2.6403 20.7369
Si 2.9648 10.9301 14.6416
Si 13.8381 8.2028 10.5936
O 28.3461 5.7247 30.1116
O 17.8312 17.2191 26.4416
O 17.9591 2.1703 21.6307
O -10.4034 -30.3636 19.6467
O 13.8987 4.1455 21.3611
O -21.2203 14.835 25.5404
O 15.7292 20.7134 14.5989
O 27.1746 -5.0806 22.3864
O 15.3302 -1.0599 28.4373
O 26.8722 1.3139 13.9886
O 0.9869 -2.3609 29.1687
O 17.8573 -19.2854 24.215
O -19.7833 4.6993 17.539
O 10.3682 2.8326 20.4918
O 17.4275 -9.9176 19.2323
O 2.4864 18.5729 15.3368
O -9.1357 0.4531 16.1454
O -10.5067 17.2923 25.5869
O 20.7085 24.6282 25.5204
O 22.1139 -20.7465 12.9972
O 2.5124 32.0611 23.3348
O 4.4791 13.4877 26.1179
O -2.6732 8.6778 16.6427
O -18.4522 2.4521 17.3722
Si 29.4064 -4.525 17.3931
Si 16.3152 6.5522 23.6438
Si 10.6571 16.7243 30.2769
Si 6.997 -2.1949 27.9574
Si -2.2701 4.3001 25.0151
Si 8.6644 1.2399 26.0105
Si 0.2261 9.4676 28.0201
Si 16.2108 3.9424 16.718
Si 5.5461 -1.6982 13.918
Si 14.3651 -5.226 21.3132
Si 6.8626 1.9711 20.0927
Si 16.3724 2.5306 14.1291
Si 3.7059 10.7911 29.8184
Si 11.6568 10.1115 19.4781
Si 11.7714 9.3897 10.8345
Si 13.4412 19.0254 16.774
Si 8.764 5.8825 13.9001
Si 14.9809 17.1098 18.2469
Si 10.3622 2.2537 16.346
Si 11.365 3.0538 19.2042
Si -3.9969 -24.8547 15.9227
Si -3.7017 12.9057 14.7436
Si -15.6325 15.9364 19.7724
Si 11.3827 4.5438 14.5285
Si -8.0929 3.5619 32.8177
Si 6.2224 23.6021 10.9135
Si 7.7927 5.8878 22.8697
Si 0.8695 7.941 25.2323
Si 23.3886 7.619 21.2485
Si -7.2511 1.4801 18.6334
Si 11.3041 -6.7514 12.2011
Si 7.7243 28.0346 27.048
Si 15.8599 9.1695 27.061
Si -8.9846 21.775 17.7007
Si -1.3945 8.1023 22.9697
Si 14.4375 2.5249 25.8757
Si -3.7547 -6.7343 32.3432
Si 11.9869 18.9218 30.6161
Si 17.6267 10.5743 11.9142
Si 19.3805 3.6274 28.2583
O -9.0517 1.567 24.596
O -16.1904 -9.8561 26.1395
O -2.1893 14.347 28.3399
O 18.4127 17.0867 18.8984
O 13.556 6.8592 17.8411
O 2.3143 1.5371 21.9452
O 33.1116 27.104 14.8767
O 12.212 -24.9482 13.5052
O 37.0556 1.9771 27.2801
O 8.9602 7.029 22.9698
O 18.722 2.6174 29.3688
O 4.2288 27.6413 25.0084
O 24.7197 6.7268 21.6872
O 14.424 -34.5226 17.4296
O 10.23 -1.4763 28.3667
O 34.0357 0.2471 20.3639
O 15.0091 -4.8787 19.8628
O 16.2395 33.6006 23.101
O 27.3215 16.0287 27.6319
O 13.264 -0.5377 13.7795
O -7.8632 2.3813 19.8684
O -5.6498 -6.0331 16.7234
O 0.6224 11.0411 28.0414
O -26.4103 22.2744 14.4735
O 33.926 2.2554 17.9299
O 18.1329 19.9729 15.2569
O 22.6837 8.0699 24.3554
O -0.8996 -10.1591 15.7108
O 32.5067 22.7374 27.4605
O 47.4296 38.3802 14.8687
O 8.4138 4.5993 23.6944
O -17.0482 7.9019 29.0715
O 19.8967 -3.6688 14.6111
O 30.9082 -0.912 28.6254
O -3.9838 -5.6744 28.4423
O 18.8213 -10.7354 23.1993
O 20.4471 5.4408 26.1113
O 11.9091 24.4655 29.0441
O 7.3338 -5.8894 13.8041
O -3.2945 -9.7388 20.0742
O 19.1169 -5.5271 21.3419
O -3.0604 2.8039 13.4905
O -34.0836 -1.9657 20.4618
O 31.3359 7.718 27.3349
O -11.3438 -13.3719 16.5284
O 29.552 17.3934 23.4501
O 29.4716 23.9219 14.7425
O -1.2727 17.7004 17.7084
O 51.5306 -10.2197 29.8346
O -20.6161 4.9253 29.7922
O 15.5001 40.3842 27.0204
O 10.5912 -1.2241 13.9955
O -12.2492 15.4205 24.7834
O -13.7716 20.4844 22.8103
O -7.4656 -13.7874 23.8018
O 25.6345 0.9295 29.7359
O 6.9564 3.5032 19.5067
O -2.5062 4.9915 19.2321
O 17.4843 20.2394 26.8991
O 23.7812 8.7998 26.593
O 45.6494 -4.2294 20.2821
O 21.1474 23.1011 22.4468
O 4.1975 -29.134 15.158
O 16.1567 14.1659 29.3708
O 11.5913 4.6225 18.8173
O 15.1088 9.8085 25.7565
O -2.8717 -19.3809 16.0879
O 23.2702 15.4957 27.295
O 27.8855 17.9568 17.6841
O 9.2465 22.0717 24.9049
O 12.8343 21.7982 18.6113
O 22.9908 3.2884 15.5848
O 18.4606 3.4719 26.8689
O -1.0813 -1.5572 18.5603

Results
free energy: -180322.611 eV
free energy less fixed offsets of O -568.88, Si -635.61 eV per atom: 7.189 eV

Forces (eV/angstrom), in the order of the atoms: element, x, y, z
Si 0.0029 0.1271 0.0158
Si -0.0023 0.0799 -0.0134
Si -0.0003 -0.011 0.0009
Si 0.0034 -0.0827 0.0011
Si 0.0261 -0.0671 -0.0201
Si -0.0271 -0.0234 0.0041
Si -0.0222 0.0552 0.0054
Si 0.021 0.0077 0.013
Si 0.0012 0.0061 -0.0013
Si 0.0035 -0.0346 0.0023
Si 0.0028 -0.018 -0.0205
Si -0.0043 0.0237 0.0213
Si 0.0427 0.112 -0.0314
Si -0.0315 0.1113 -0.0641
Si -0.0186 0.022 -0.0092
Si 0.0059 -0.0634 -0.0077
Si -0.0161 0.0696 0.0945
Si 0.0262 0.0509 0.0807
Si 0.0258 0.024 0.0205
Si 0.0176 0.0345 -0.0052
Si -0.0297 -0.1131 0.1052
Si -0.0133 -0.1748 -0.0766
Si -0.0191 -0.1328 -0.0611
Si 0.0068 0.0061 -0.0189
Si 0.0324 0.2142 0.2155
Si -0.0538 0.2077 -0.0972
Si 0.033 -0.0773 -0.0448
Si -0.0475 -0.1783 -0.0202
Si 0.017 -0.0876 0.2141
Si 0.116 -0.0934 -0.0584
Si -0.0815 0.064 -0.1646
Si 0.0203 -0.1269 0.2361
Si 0.0473 0.0108 0.0797
Si -0.0999 0.1058 -0.0169
Si -0.2429 0.0168 -0.1677
Si 0.2458 -0.0362 -0.2303
Si -0.0105 0.1185 0.0448
Si 0.0149 0.0949 0.0499
Si 0.0009 0.0455 0.0318
Si 0.0334 -0.0556 -0.0118
Si -0.0571 -0.0283 0.001
Si 0.0052 0.0377 -0.0681
Si -0.003 -0.0104 -0.0554
Si 0.007 -0.0355 -0.0544
Si -0.0175 -0.0365 -0.0228
Si -0.0119 -0.1917 0.0778
Si 0.0089 -0.0839 0.0199
Si 0.0315 0.0368 -0.0377
Si 0.0888 0.088 -0.0198
Si 0.2495 0.2534 -0.0544
Si 0.0055 0.0588 -0.0212
Si 0.0264 -0.0096 0.0284
Si -0.1286 0.2271 -0.1788
Si -0.1131 -0.1574 0.0545
Si -0.0705 -0.0322 0.1955
Si 0.008 0.0189 0.0261
Si -0.0404 -0.0351 -0.1546
Si -0.0202 0.0213 0.0856
Si -0.015 -0.1053 0.0301
Si -0.0086 0.0037 0.0315
Si 0.1117 -0.0118 0.0918
Si -0.0338 -0.0024 0.0035
Si 0.0282 -0.1439 0.1021
Si -0.023 -0.0094 0.0306
Si -0.0862 -0.0103 0.0276
Si 0.009 -0.0459 0.0018
Si 0.2195 -0.0427 -0.3165
Si -0.06 0.0976 -0.0475
Si -0.1833 0.0765 0.0491
Si 0.047 -0.0362 0.0185
Si -0.0008 0.0014 0.0274
Si -0.0034 0.0258 -0.0117
Si 0.0246 0.0265 0.0624
Si 0.0776 -0.0045 -0.0263
Si 0.036 0.0364 0.0949
Si -0.0833 -0.0319 0.0108
Si -0.0133 -0.0686 0.0795
Si -0.0218 0.0053 -0.0085
Si 0.0139 0.0191 0.0364
Si 0.0299 0.0091 -0.0373
Si -0.014 -0.0064 -0.0959
Si -0.0589 -0.0452 -0.0361
Si -0.0572 0.0003 0.0202
Si 0.0351 -0.0399 0.0449
Si -0.0199 -0.0293 -0.0179
Si 0.0221 -0.0252 -0.0057
Si -0.04 -0.0682 -0.0315
Si -0.012 0.0351 0.0164
Si -0.0092 0.0401 -0.0351
Si -0.0055 -0.0081 0.0604
Si 0.0249 0.009 0.009
Si 0.0082 -0.0078 -0.0179
Si 0.0588 -0.0113 0.0103
Si -0.0177 0.0296 -0.0258
Si 0.0235 -0.0208 0.0349
Si -0.042 0.0205 -0.0372
Si 0.0919 0.172 -0.304
Si 0.0173 0.0033 -0.343
Si -0.1132 0.0525 0.138
Si -0.0763 -0.0973 -0.0409
Si -0.035 -0.2556 0.0576
Si 0.0348 -0.0945 0.0652
Si 0.0714 0.0403 -0.1495
Si 0.0553 0.0711 0.5
Si -0.0927 -0.0715 0.0539
Si -0.0149 0.0754 -0.1233
Si -0.0501 0.0193 -0.1214
Si 0.1446 0.1462 0.1864
Si 0.0071 -0.0266 0.0177
Si 0.0135 -0.0103 0.0257
Si -0.0108 -0.0003 0.023
Si 0.0068 0.0409 -0.0155
Si 0.0088 -0.0221 -0.0412
Si 0.0154 0.0042 -0.0132
Si -0.0128 -0.0253 0.0052
Si -0.0109 -0.047 -0.0181
Si 0.0018 -0.0304 0.0253
Si 0.0093 0.0175 0.0155
Si 0.0324 0.0075 0.0362
Si -0.0121 0.0052 0.001
Si 0.001 -0.0083 -0.011
Si -0.0989 0.0065 -0.0035
Si 0.0347 0.0594 -0.0395
Si 0.0137 0.0311 -0.0223
Si 0.0108 -0.0253 -0.0099
Si -0.0217 -0.068 0.0091
Si 0.0462 -0.0193 0.0095
Si -0.056 -0.0805 0.0688
Si -0.0273 -0.0915 -0.0372
Si -0.0676 0.0639 -0.0296
Si 0.0864 0.0441 -0.1772
Si 0.0797 0.0789 -0.0211
Si 0.0161 -0.0283 -0.0461
Si -0.0744 0.0557 -0.0589
Si 0.0201 -0.2269 -0.0076
Si -0.031 0.056 0.0806
Si 0.1526 -0.0267 -0.0468
Si -0.0439 0.174 -0.1252
Si 0.045 0.0039 0.0651
Si -0.0759 0.1206 0.0827
Si -0.0536 0.1912 0.3255
Si 0.1403 -0.0049 -0.151
Si -0.1036 -0.0687 0.0466
Si 0.0306 0.0003 -0.0643
Si 0.0297 -0.0465 0.0041
Si 0.0305 0.013 0.0539
Si 0.0663 0.0625 0.3299
Si 0.0056 0.0059 0.0431
Si 0.1544 0.3296 0.1906
Si 0.0533 -0.1494 -0.1697
Si 0.0273 -0.0309 -0.063
Si -0.0088 0.0115 0.0444
Si -0.0235 0.0446 -0.0298
Si 0.0168 0.0231 0.0098
Si -0.0391 -0.0661 -0.0325
Si -0.0793 -0.0129 0.0756
O 0.0493 0.0689 0.0428
O 0.0091 -0.0008 -0.0176
O 0.0042 0.0056 -0.0275
O -0.0212 -0.0009 -0.0107
O -0.0006 -0.0016 0.0006
O -0.004 -0.0182 -0.015
O 0.159 -0.0123 -0.1244
O -0.016 -0.0007 -0.0323
O -0.0294 0.026 0.0263
O 0.0682 0.1141 0.0134
O -0.0649 -0.0004 0.1128
O -0.0044 -0.0028 -0.0066
O -0.002 -0.017 0.0151
O 0.0139 -0.0013 -0.0212
O 0.0214 0.0174 0.0169
O 0.022 -0.0045 0.0355
O 0.0075 -0.0121 -0.0384
O -0.001 -0.0058 -0.0226
O 0.0049 -0.0086 -0.0196
O 0.0002 0.1021 -0.0391
O -0.0095 0.0037 -0.0241
O -0.0055 -0.0089 -0.0117
O 0.0107 0.0379 -0.0014
O -0.0026 0.0551 0.0089
Si -0.064 -0.0049 -0.0441
Si -0.0186 0.0305 0.0517
Si 0.2414 0.0411 -0.0882
Si -0.0107 -0.018 0.0003
Si 0.0068 -0.005 0.0512
Si -0.0129 0.0031 0.0273
Si -0.0176 -0.0614 0.0386
Si 0.0002 -0.0158 0.0362
Si -0.1212 0.0072 0.2941
Si 0.0006 0.0062 0.0198
Si 0.0006 -0.0008 0.0453
Si -0.0456 -0.0309 0.0991
Si 0.0577 -0.0335 -0.012
Si 0.0118 -0.0139 0.0026
Si 0.0171 -0.0477 -0.0239
Si -0.0032 -0.0252 -0.0761
Si -0.0509 0.1006 -0.0101
Si 0.0015 -0.0071 -0.0089
Si 0.0402 0.0409 -0.0221
Si -0.0147 0.0297 0.0269
Si 0.0723 -0.0903 -0.1835
Si 0.0635 0.0089 -0.0933
Si 0.0223 -0.0056 0.0259
Si -0.113 0.095 0.2097
Si -0.0499 -0.0759 0.0786
Si 0.0983 0.4989 -0.1381
Si -0.0085 0.0175 0.0399
Si -0.0654 -0.0311 0.0062
Si -0.0037 0.0173 0.0199
Si 0.0273 0.0315 0.0124
Si -0.0542 -0.1182 -0.2186
Si -0.0186 -0.0058 -0.0211
Si 0.0206 -0.0368 -0.0007
Si -0.0407 -0.0936 -0.0286
Si -0.001 -0.0077 0.0071
Si 0.0141 0.0303 -0.0037
Si 0.0208 0.0285 -0.0077
Si -0.1304 -0.1362 -0.114
Si -0.0222 -0.6285 0.1401
Si 0.0151 -0.0078 -0.0211
O -0.0089 0.004 -0.0109
O -0.024 0.0325 -0.0182
O -0.0007 0.0147 0.0073
O 0.0181 -0.0073 0.0231
O 0.0025 0.0143 -0.0058
O -0.0016 -0.0035 -0.0139
O 0.1658 -0.0566 -0.04
O -0.0001 -0.0012 -0.0083
O -0.0142 -0.0265 0.0251
O -0.0196 -0.0066 -0.0088
O -0.04 -0.0025 -0.0216
O 0.0131 0.0054 0.0138
O -0.0043 -0.0035 -0.0066
O -0.0442 -0.003 0.0142
O 0.024 0.0004 -0.0476
O -0.0039 -0.0138 -0.0104
O 0.0036 -0.0026 -0.0203
O -0.0246 -0.0057 -0.0262
O -0.0095 -0.0408 0.0359
O -0.0208 0.0167 0.022
O 0.001 -0.0026 -0.0058
O -0.0072 -0.0275 0.0231
O 0.0132 0.0327 -0.025
O -0.0368 0.0298 0.057
O -0.0332 0.0082 -0.1125
O 0.0087 -0.0016 -0.0804
O 0.0135 0.0078 0.0147
O -0.0059 0.0001 0.002
O 0.0078 -0.0193 -0.0116
O -0.1717 -0.1761 -0.0809
O 0.0035 0.0105 -0.0273
O 0.0188 0.0261 0.0492
O -0.0526 0.0428 0.0576
O 0.023 0.0036 -0.0041
O -0.0063 -0.013 0.0057
O 0.0008 -0.0089 -0.0185
O -0.0168 0.0279 0.0043
O 0.0174 -0.0229 -0.006
O -0.0779 -0.026 -0.0679
O -0.0032 -0.0012 -0.0166
O 0.0053 -0.0093 -0.0295
O -0.0177 -0.0352 0.0326
O -0.0043 -0.0145 -0.0114
O -0.0214 0.0115 0.0131
O -0.0216 0.0048 0.048
O 0.0241 -0.0077 -0.0343
O -0.0311 -0.0088 0.0145
O 0.0047 -0.0176 0.0208
O 0.0345 -0.0019 -0.0161
O 0.0018 0.0013 0.0491
O -0.002 -0.0042 -0.0141
O -0.0037 -0.0064 0.0491
O 0.0115 -0.0006 -0.0238
O -0.0168 0.0065 -0.019
O 0.0052 0.001 -0.0299
O -0.0231 -0.0202 0.0034
O 0.0067 0.0102 0.0057
O 0.0216 0.0006 -0.0036
O 0.023 -0.0032 0.0012
O -0.0211 0.059 0.049
O -0.0124 -0.0433 -0.0503
O 0.0003 -0.0075 -0.013
O 0.0108 -0.0502 -0.0598
O -0.0057 0.0534 -0.039
O -0.0605 0.0458 0.0102
O 0.0303 0.0051 0.0119
O -0.0088 -0.0101 -0.0127
O -0.0137 -0.0124 0.0235
O -0.003 0.004 0.0295
O -0.0126 0.0008 -0.0252
O 0.0152 -0.0023 -0.0091
O -0.0581 -0.0244 0.0107
O 0.0653 0.0299 0.0434
O 0.0001 0.0105 -0.0007

The program warned: the cutoff lies below the one the program advises for these potential files; the exchange-correlation potential is rough where the density is thin.
